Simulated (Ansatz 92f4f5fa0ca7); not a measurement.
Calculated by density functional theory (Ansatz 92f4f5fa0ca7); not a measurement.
Periodic cell of 288 atoms, Si196O92, from a study of silicon, its oxide and their interface. The atomic structure is a simulated model.
Doubt: the cutoff is low for norm-conserving oxygen, so forces and energies are approximate.
Doubt: the program's own warning below bears on the result.
This geometry differs little from another in the collection (a relaxation step or a small displacement).

Settings: functional HSE06; potential files SPMS norm-conserving; basis plane waves; wave-function cutoff 800 eV; density cutoff ratio 4; exchange-correlation grid ratio 1; k mesh 1 x 1 x 1, Gamma-centred; occupations fixed; spin none; net charge 0.

Cell vectors (angstrom)
a	11.6015	0	0
b	0	10.938	0
c	0	0	40.5641

Atoms: element, x, y, z (angstrom)
Si	0	0	0.9665
Si	3.8672	0	0.9665
Si	7.7343	0	0.9665
Si	1.9336	1.3673	0.9665
Si	5.8008	1.3673	0.9665
Si	9.6679	1.3673	0.9665
Si	0	5.469	0.9665
Si	3.8672	5.469	0.9665
Si	7.7343	5.469	0.9665
Si	1.9336	6.8362	0.9665
Si	5.8008	6.8362	0.9665
Si	9.6679	6.8362	0.9665
Si	1.9336	2.7345	39.5971
Si	5.8008	2.7345	39.5971
Si	9.6679	2.7345	39.5971
Si	0	4.1018	39.5971
Si	3.8672	4.1018	39.5971
Si	7.7343	4.1018	39.5971
Si	1.9336	8.2035	39.5971
Si	5.8008	8.2035	39.5971
Si	9.6679	8.2035	39.5971
Si	0	9.5708	39.5971
Si	3.8672	9.5708	39.5971
Si	7.7343	9.5708	39.5971
Si	0	0	4.8337
Si	3.8672	0	4.8337
Si	7.7343	0	4.8337
Si	1.9336	1.3673	4.8337
Si	5.8008	1.3673	4.8337
Si	9.6679	1.3673	4.8337
Si	0	5.469	4.8337
Si	3.8672	5.469	4.8337
Si	7.7343	5.469	4.8337
Si	1.9336	6.8362	4.8337
Si	5.8008	6.8362	4.8337
Si	9.6679	6.8362	4.8337
Si	1.9336	2.7345	2.9001
Si	5.8008	2.7345	2.9001
Si	9.6679	2.7345	2.9001
Si	0	4.1018	2.9001
Si	3.8672	4.1018	2.9001
Si	7.7343	4.1018	2.9001
Si	1.9336	8.2035	2.9001
Si	5.8008	8.2035	2.9001
Si	9.6679	8.2035	2.9001
Si	0	9.5708	2.9001
Si	3.8672	9.5708	2.9001
Si	7.7343	9.5708	2.9001
Si	0.3914	0.0004	29.7634
Si	4.0777	0.1179	29.9847
Si	7.4474	-0.0794	29.9369
Si	2.1796	1.4288	29.8012
Si	5.866	1.6018	30.1576
Si	9.6258	1.9087	29.6281
Si	0.2127	5.2197	29.9762
Si	4.1255	5.3834	30.0248
Si	7.9889	5.7049	29.8848
Si	2.0676	6.6668	29.9464
Si	5.9229	6.8671	29.9971
Si	10.0687	6.8326	29.9436
Si	2.0229	2.6724	31.8539
Si	5.8746	2.9012	32.0547
Si	9.6264	2.7908	31.8336
Si	0.0606	3.9795	31.9228
Si	3.879	4.1369	31.9978
Si	7.8069	4.288	31.8604
Si	2.0187	8.1849	31.8377
Si	5.8597	8.2364	31.9208
Si	9.7987	8.2487	31.832
Si	0.0982	9.6374	31.7881
Si	3.9231	9.6124	31.8797
Si	7.797	9.5619	31.8834
Si	0.0684	0.0211	33.7551
Si	3.9401	0.0142	33.8235
Si	7.7966	0.0008	33.8062
Si	2.0097	1.3514	33.8046
Si	5.8796	1.3883	33.8568
Si	9.7086	1.3679	33.7432
Si	0.0524	5.4694	33.7815
Si	3.888	5.5243	33.873
Si	7.7958	5.5561	33.8248
Si	1.9615	6.8714	33.8107
Si	5.8328	6.862	33.8354
Si	9.7471	6.8802	33.7826
Si	1.9595	2.7397	35.7271
Si	5.8392	2.7566	35.7641
Si	9.7016	2.7315	35.7029
Si	0.0274	4.1071	35.7232
Si	3.8907	4.1013	35.7521
Si	7.7771	4.1174	35.7196
Si	1.947	8.2283	35.7403
Si	5.8292	8.2241	35.754
Si	9.7117	8.218	35.7329
Si	0.0233	9.6005	35.7135
Si	3.8963	9.5741	35.7423
Si	7.7717	9.5715	35.7355
Si	0	0	37.6635
Si	3.8672	0	37.6635
Si	7.7343	0	37.6635
Si	1.9336	1.3673	37.6635
Si	5.8008	1.3673	37.6635
Si	9.6679	1.3673	37.6635
Si	0	5.469	37.6635
Si	3.8672	5.469	37.6635
Si	7.7343	5.469	37.6635
Si	1.9336	6.8362	37.6635
Si	5.8008	6.8362	37.6635
Si	9.6679	6.8362	37.6635
Si	1.918	2.7164	6.7787
Si	5.7938	2.7297	6.7721
Si	9.6265	2.7209	6.7727
Si	-0.021	4.0661	6.7181
Si	3.8513	4.0824	6.7684
Si	7.7105	4.1059	6.7802
Si	1.9164	8.207	6.7366
Si	5.7813	8.1792	6.7721
Si	9.6439	8.2053	6.7516
Si	-0.0237	9.572	6.7818
Si	3.8622	9.5542	6.7492
Si	7.699	9.5543	6.7864
Si	-0.0635	0.0154	8.7224
Si	3.8696	0.0078	8.653
Si	7.6642	-0.0644	8.7694
Si	1.9188	1.3161	8.7054
Si	5.7855	1.3776	8.7202
Si	9.5693	1.3182	8.6898
Si	-0.0246	5.4332	8.6108
Si	3.8392	5.4308	8.7122
Si	7.7029	5.4599	8.7368
Si	1.9185	6.8146	8.6311
Si	5.7565	6.8033	8.7079
Si	9.6465	6.7978	8.6411
Si	1.9213	2.6409	10.6551
Si	5.7876	2.7298	10.6837
Si	9.5479	2.6248	10.6363
Si	-0.0672	3.8662	10.3776
Si	3.8062	4.09	10.6865
Si	7.6948	4.1368	10.7208
Si	1.8962	8.3286	10.4271
Si	5.6939	8.1346	10.6581
Si	9.6343	8.1213	10.5729
Si	-0.0597	9.5888	10.6487
Si	3.8581	9.6518	10.6015
Si	7.6746	9.4253	10.7119
Si	0.3503	-0.2602	12.785
Si	3.9417	0.1066	12.5784
Si	7.6963	-0.2996	12.7597
Si	2.0086	1.4174	12.7318
Si	5.951	1.3132	12.6197
Si	9.348	1.3447	12.6774
Si	-0.039	5.2993	12.1207
Si	3.5494	5.5509	12.5793
Si	7.5975	5.5199	12.7433
Si	1.6609	6.9124	12.2078
Si	5.5824	6.8152	12.6582
Si	9.6874	6.6823	12.4503
O	7.511	4.6237	14.1413
O	-12.8625	7.7124	13.5793
O	7.7612	9.811	14.2222
O	0.6082	20.4542	13.9272
O	28.7383	-3.0783	13.9348
O	3.0648	4.6941	13.9135
O	10.6977	0.6577	13.2631
O	15.0933	8.1571	15.5617
O	1.8902	13.3255	14.0915
O	32.0975	2.4614	13.7766
O	6.2381	2.2927	13.9422
O	-7.7134	9.9506	13.7992
O	11.1226	12.2926	29.3932
O	1.9439	2.3474	28.4418
O	5.5522	7.6885	28.6122
O	-16.2805	9.8831	28.7458
O	10.5573	7.7036	28.6087
O	0.2063	4.3162	28.5741
O	1.6744	-3.3142	28.6526
O	4.7698	2.2149	27.2544
O	-30.3159	-6.6632	28.8453
O	15.9092	-0.8739	28.6779
O	11.9534	9.9118	28.5011
O	8.8191	11.4708	29.3551
Si	11.873	4.2129	20.1438
Si	2.8721	7.9742	17.0335
Si	8.2936	4.3008	28.0427
Si	6.4122	2.4364	23.4553
Si	10.9701	12.5611	18.5016
Si	0.831	5.9769	16.3962
Si	8.567	0.3892	24.3025
Si	1.6835	10.4916	18.3779
Si	9.638	5.2432	25.2826
Si	4.7868	6.4994	18.8329
Si	7.2972	9.7853	15.8067
Si	6.6019	9.9445	20.2189
Si	0.2363	7.5152	25.0575
Si	0.4485	8.5993	20.3919
Si	5.9893	10.1879	25.292
Si	10.1171	8.9505	22.8549
Si	7.5718	3.0453	14.5059
Si	2.996	6.5953	23.683
Si	4.657	8.9339	14.7704
Si	-3.1373	1.413	19.9918
Si	1.0318	3.0105	22.9326
Si	0.3489	8.3569	28.0565
Si	7.5839	4.0282	21.2534
Si	10.7921	2.3732	25.0961
Si	2.6218	4.1678	25.1708
Si	11.9485	7.9018	13.8859
Si	5.5086	3.0899	28.3861
Si	5.0408	3.6847	19.5045
Si	8.3532	1.6388	17.061
Si	7.6314	7.8029	18.2585
Si	5.583	9.2229	28.1342
Si	5.5807	8.2855	22.7971
Si	4.7854	2.0593	25.6615
Si	3.8206	13.1221	21.739
Si	1.6621	3.9797	14.3452
Si	4.3553	0.7844	19.2451
Si	1.0028	3.3306	27.5499
Si	8.1559	6.5148	22.7877
Si	2.4711	6.2011	20.8121
Si	10.4819	6.4945	18.7258
O	5.6311	9.2327	26.535
O	0.3879	26.3045	13.4584
O	9.672	1.2045	25.1631
O	4.1057	3.512	20.8368
O	7.5836	8.9768	19.3744
O	5.8394	9.3953	23.9186
O	1.2634	9.8666	19.8066
O	6.0571	2.8042	24.9855
O	12.0516	8.2681	26.462
O	5.8234	9.101	21.3866
O	7.5507	-0.3008	25.3692
O	5.4911	10.5718	19.2099
O	9.0894	7.7791	22.4324
O	7.9353	0.1845	16.4667
O	8.9648	5.0535	26.76
O	17.267	9.7561	15.7426
O	11.1451	5.9137	17.3579
O	2.6273	5.762	22.3486
O	3.961	6.5522	20.2481
O	11.1174	9.1455	21.5948
O	4.6445	4.8976	18.4941
O	0.1024	1.997	23.7958
O	3.4512	2.7782	25.1079
O	3.4964	5.4866	24.7796
O	7.7627	1.7574	18.5629
O	2.0698	6.5887	17.2207
O	7.73	2.7841	16.0939
O	9.2845	10.2795	23.2856
O	1.9311	9.248	17.3614
O	6.3584	6.8536	18.628
O	10.058	3.7773	24.764
O	1.2602	4.5069	15.834
O	7.6894	8.5037	16.7632
O	13.2954	5.0167	19.996
O	7.6218	1.3702	23.4165
O	6.8328	3.7032	27.6707
O	2.3614	2.2692	22.3972
O	4.9341	2.2359	18.7702
O	4.9375	0.4868	25.3197
O	0.0206	2.5316	26.5004
O	11.1733	7.8729	19.2328
O	10.0094	11.9301	19.6723
O	8.5949	5.8898	24.2224
O	3.0753	11.3114	18.3661
O	1.5444	7.5239	20.8739
O	4.1148	7.6762	23.1956
O	4.1209	7.7173	18.0058
O	9.221	3.0414	28.5359
O	10.9705	6.1686	25.3444
O	1.6726	7.2777	24.3393
O	0.0883	2.9734	19.0896
O	0.2191	3.6512	21.676
O	6.5104	4.0907	20.0507
O	6.6309	7.0542	22.8534
O	7.5671	11.1841	20.6995
O	9.9642	1.8643	17.2334
O	0.4928	0.5804	17.9835
O	3.8404	0.9029	20.768
O	8.3102	5.4437	21.5605
O	12.1888	7.0945	15.2559
O	5.0253	1.9229	22.7851
O	1.4513	4.0943	24.0593
O	8.5479	2.7733	20.8848
O	-0.8959	5.3118	19.8329
O	8.9398	6.8629	18.422
O	6.8539	3.7452	22.6598
O	10.972	8.4964	24.1321
O	1.9614	4.2833	26.6402

Results
free energy: -63417.304 eV
free energy less fixed offsets of O -447.96, Si -113.29 eV per atom: -0.144 eV
gap between the highest filled and lowest empty level on this k mesh: 1.470 eV

The program warned: the cutoff lies below the one the program advises for these potential files; the model core charge is not resolved on the grid; the forces do not sum to zero within the program's tolerance; the exchange-correlation potential is rough where the density is thin.
